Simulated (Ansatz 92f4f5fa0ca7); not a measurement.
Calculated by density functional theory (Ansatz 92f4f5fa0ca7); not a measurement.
Periodic cell of 254 atoms, Si144O106N4, from a study of silicon, its oxide and their interface. The atomic structure is a simulated model.
This geometry differs little from another in the collection (a relaxation step or a small displacement).

Settings: functional r2SCAN; potential files Ansatz PAW; basis plane waves; wave-function cutoff 800 eV; density cutoff ratio 5; exchange-correlation grid ratio 1; k mesh 1 x 1 x 1, shifted by 0.5 0.5 0 of a step; self-consistency stop 1e-10 eV per atom in the density residual; occupations fixed; spin none; net charge 0.

Cell vectors (angstrom)
a	10.887	0	0
b	0	10.887	0
c	0	0	35.7743

Atoms: element, x, y, z (angstrom)
Si	-0.5469	0.3358	0.0203
Si	2.8411	2.6055	0.3082
Si	0.7475	4.9241	-0.1693
Si	3.2364	8.1476	-0.2986
Si	5.2284	0.5407	0.102
Si	8.3261	2.6645	0.4536
Si	6.0959	4.8125	0.2368
Si	8.0737	7.8472	0.0727
Si	1.2889	1.2227	1.3654
Si	4.2781	3.974	1.5083
Si	1.742	6.7087	1.0662
Si	4.2807	9.5587	1.2575
Si	6.8156	1.3777	1.6335
Si	9.8859	4.092	1.3734
Si	6.9687	6.5384	1.6076
Si	9.3526	9.4914	1.2758
Si	0.1194	2.6547	2.8185
Si	2.7584	-0.1201	2.6569
Si	0.1207	8.0953	2.4346
Si	2.882	5.4433	2.7068
Si	5.5199	2.7008	2.9914
Si	8.1404	-0.1072	2.8285
Si	5.5431	8.1125	2.7065
Si	8.4616	5.3282	2.854
Si	1.4811	4.0787	4.092
Si	4.067	1.2761	4.1224
Si	1.378	9.43	3.9818
Si	4.1448	6.8235	4.0988
Si	6.9563	4.0723	4.201
Si	9.537	1.3234	4.1067
Si	6.8189	9.4457	4.1676
Si	9.7293	6.8305	4.054
Si	0.0358	-0.0603	5.3838
Si	2.7704	2.6984	5.4707
Si	0.1023	5.4414	5.4642
Si	2.7234	8.1437	5.4417
Si	5.4337	-0.0532	5.4935
Si	8.2131	2.6639	5.5407
Si	5.5306	5.4705	5.4508
Si	8.2682	8.129	5.4296
Si	1.3431	1.3442	6.7612
Si	4.1388	4.0925	6.7903
Si	1.3974	6.811	6.8578
Si	4.0419	9.5212	6.8373
Si	6.779	1.3461	6.8558
Si	9.5582	4.1029	6.8202
Si	6.8564	6.8375	6.7996
Si	9.5501	9.5324	6.7961
Si	0.0057	2.7057	8.1415
Si	2.6686	0.0259	8.1698
Si	-0.0091	8.1939	8.1872
Si	2.7735	5.4378	8.1693
Si	5.4227	2.7447	8.2079
Si	8.1636	-0.0105	8.1646
Si	5.45	8.1724	8.1491
Si	8.1596	5.4757	8.164
Si	1.3741	4.0649	9.477
Si	3.9771	1.4185	9.5392
Si	1.2986	9.5957	9.5611
Si	4.0899	6.8411	9.5316
Si	6.7461	4.1823	9.5295
Si	9.4844	1.398	9.5077
Si	6.7614	9.5571	9.512
Si	9.491	6.8444	9.5321
Si	-0.0635	0.0975	10.9432
Si	2.6313	2.7695	10.9765
Si	0.0091	5.436	10.7785
Si	2.6827	8.2037	10.845
Si	5.3399	0.0298	10.818
Si	8.1238	2.8202	10.7995
Si	5.3765	5.5089	10.9748
Si	8.094	8.2064	10.8919
Si	1.2122	1.4948	12.3999
Si	3.9185	4.2027	12.3477
Si	1.3361	6.7794	12.142
Si	3.9667	9.5935	12.225
Si	6.6299	1.535	12.0355
Si	9.5373	4.1317	12.1489
Si	6.7437	6.8957	12.3191
Si	9.427	9.5983	12.2291
Si	-0.1653	2.9271	13.8022
Si	2.5909	0.058	13.6457
Si	-0.0426	8.1158	13.4232
Si	2.5221	5.5345	13.7889
Si	5.3154	2.812	13.5658
Si	7.9565	0.1991	13.3393
Si	5.2766	8.2267	13.6525
Si	8.2345	5.4932	13.4958
Si	0.8963	4.5703	15.3289
Si	4.1194	1.299	14.9396
Si	1.4593	9.2179	14.7906
Si	3.7125	7.1035	15.0841
Si	6.9727	3.9906	14.7175
Si	8.973	1.6953	14.8179
Si	6.3289	10.0603	14.6272
Si	9.7039	6.7057	14.9196
Si	-5.4771	-4.1478	23.574
Si	-3.7349	2.1366	20.1215
Si	2.407	5.3457	26.1685
Si	-20.8486	10.5929	31.0389
Si	-0.4432	-26.3947	17.7817
Si	7.8566	-11.6933	20.6913
Si	-10.9496	21.963	16.6222
Si	-21.2761	-20.3687	22.3423
Si	2.041	2.2437	16.9462
Si	-3.1185	19.3719	16.7421
Si	-12.0949	1.0164	24.7493
Si	-3.3465	7.2985	21.2674
Si	7.4246	6.3538	25.9338
Si	-17.0932	3.7948	30.0498
Si	25.6799	-15.0712	30.3425
Si	16.7282	-26.6171	16.937
Si	-4.2694	11.0933	33.0761
Si	-3.5695	10.7248	23.8309
Si	21.5198	29.2585	21.9705
Si	4.6633	-8.435	21.6262
Si	3.3562	0.9586	29.8455
Si	-3.184	5.7929	31.9269
Si	-5.8008	20.38	30.9362
Si	-2.0684	-10.4028	31.2587
Si	5.8143	-3.8392	34.0123
Si	-0.0017	17.2177	27.5439
Si	24.9111	10.7327	22.6412
Si	-2.3612	9.4216	26.2665
Si	11.5707	7.4074	24.9262
Si	1.6616	-2.7208	29.3996
Si	-3.373	-1.4059	29.0347
Si	-3.7062	-19.0327	22.9521
Si	-11.6625	6.7316	33.7194
Si	22.2682	10.0819	26.1227
Si	-11.9578	9.3505	18.728
Si	9.1211	14.8969	24.7687
Si	-14.1018	-5.8652	19.0516
Si	0.9113	-1.4735	33.7307
Si	3.2166	20.9226	27.5941
Si	-5.782	5.6521	27.822
Si	-8.938	9.1397	20.748
Si	-9.3577	6.4126	19.8904
Si	8.0093	28.1833	28.8069
Si	-7.6855	5.0428	21.9418
Si	-3.7749	2.84	31.7291
Si	15.4913	20.3098	24.8636
Si	-9.9748	-10.1267	19.3813
Si	12.1095	4.0557	23.878
O	-10.9329	-0.3638	34.4102
N	-0.1344	10.7675	18.2999
O	3.9862	1.561	35.3839
O	-9.8428	1.2621	16.1419
O	-41.8148	10.3538	27.0778
O	-4.557	12.6551	32.6783
O	-15.7733	9.4436	29.599
O	0.3801	9.6862	15.9351
O	-7.3219	-0.4656	24.1542
O	5.8829	20.7744	32.2804
O	7.2141	3.6891	35.509
O	9.2586	1.5391	35.3896
O	0.6444	7.5605	28.3391
O	12.9671	17.5427	25.2544
N	-4.0975	6.0791	27.5362
O	-10.6141	12.3634	20.719
O	-35.9225	-11.4458	22.2878
O	15.8568	15.0817	28.5157
O	-7.1627	0.514	28.3183
N	-11.0477	5.8188	16.0607
O	-12.3503	11.669	16.0993
N	-13.1662	10.5341	24.9348
O	6.1491	10.9628	34.6035
O	9.0288	-3.332	21.8608
O	10.9436	-3.782	23.4947
O	-3.2405	-5.0823	30.2827
O	-4.7939	20.828	24.5116
O	-5.2509	-7.7568	22.7359
O	7.7296	-7.5075	19.2146
O	0.2914	-4.5267	20.9454
O	10.5477	-4	26.0643
O	-2.9732	2.8198	15.398
O	1.2448	37.9228	27.3482
O	-3.0241	-8.5037	21.5465
O	2.585	8.237	15.4985
O	7.5477	20.8236	27.4749
O	-1.485	-1.1425	20.2582
O	3.6817	-8.3667	30.1127
O	8.3638	12.9229	31.078
O	6.0833	-7.6159	30.5927
O	3.5239	1.9317	16.3528
O	1.6319	3.7633	16.5629
O	-9.9612	-1.8877	25.0059
O	-5.352	-8.5813	20.2625
O	9.1322	-4.5256	32.4752
O	7.4231	-10.3494	19.8341
O	8.8978	7.648	15.9694
O	3.2034	9.3518	21.767
O	5.2381	0.1792	15.3159
O	-19.6958	-2.9522	19.6859
O	8.3928	-1.6158	17.9852
O	1.7559	12.7662	18.5135
O	-17.8197	5.5499	26.6464
O	-6.783	-9.8926	22.0394
O	-4.3802	-3.6716	22.4968
O	1.9334	-0.3584	19.9282
O	6.3694	5.0089	15.8263
O	8.0499	-17.8371	23.5602
O	4.3202	-4.4574	16.4772
O	-15.1934	7.4698	17.0629
O	17.7463	8.0763	34.7424
O	33.4266	9.2246	30.2049
O	12.6783	11.6638	30.2057
O	1.1521	-8.1826	23.0278
O	4.4535	-2.8799	31.1659
O	-1.6487	2.4813	25.3479
O	-0.842	-1.3678	26.8673
O	-19.8827	5.1214	22.8739
O	15.4994	6.7612	28.8903
O	0.9102	5.741	18.5474
O	2.1151	9.0549	34.7262
O	25.9382	-5.7345	30.8483
O	-4.6573	16.1943	18.3254
O	-25.4224	9.692	15.8867
O	-6.3528	-2.9463	24.2293
O	-10.2958	8.8262	21.5992
O	-1.864	5.5427	18.2516
O	-10.7156	11.5259	25.4866
O	-4.6362	6.1228	24.832
O	-2.3578	5.1684	25.7208
O	3.4711	-18.2702	21.522
O	-0.4823	22.1752	31.3341
O	-6.4766	5.7377	22.7757
O	19.2209	21.3795	29.9894
O	24.0734	-3.9338	30.2739
O	14.9786	10.7618	30.7954
O	1.5888	0.2686	22.653
O	-19.598	-17.7383	25.2121
O	0.0893	18.9459	33.3438
O	-1.397	16.7737	28.2779
O	-9.0323	3.7179	35.2654
O	-2.7036	10.8549	32.6754
O	10.4223	-3.033	18.348
O	2.955	8.8977	28.7246
O	-3.2972	4.236	32.4084
O	18.4575	-4.9838	20.4255
O	4.2401	9.4984	26.4505
O	4.3089	18.5446	34.2875
O	-1.6444	-3.8596	35.0497
O	1.5738	21.0176	32.4455
O	-3.7775	8.6385	20.4188
O	2.8344	-16.0764	20.5129
O	-4.4032	6.7131	32.5386
O	-2.7203	-2.8854	29.0658
O	-0.8969	1.1443	23.139
O	-0.2837	26.2351	24.3063
O	8.0282	7.8966	25.8486
O	0.1805	5.478	34.1486
O	7.0961	1.4367	23.8888
O	5.6857	16.445	34.6302

Results
free energy: -154108.775 eV
free energy less fixed offsets of N -386.36, O -570.45, Si -639.56 eV per atom: 1.005 eV

Forces (eV/angstrom), in the order of the atoms: element, x, y, z
Si	0.0002	-0.0075	-0.0785
Si	0.004	0.004	-0.0467
Si	-0.0061	0.0063	-0.0863
Si	0.008	0.0063	-0.0806
Si	0.0212	-0.0042	-0.0933
Si	-0.0012	-0.0045	-0.0399
Si	0.0084	0.0132	-0.0741
Si	0.0036	-0.0135	-0.0795
Si	0.0007	0.0034	0.009
Si	-0.0023	-0.0065	0.0063
Si	0.0064	0.0001	0.0044
Si	0.0017	0.0075	0.0082
Si	0.0032	0.0058	0.0086
Si	0.0022	0.0035	0.0097
Si	-0.0003	-0.0044	0.0121
Si	-0.0038	0.0037	0.0083
Si	-0.0009	0.0012	-0.0029
Si	0.0002	0.0039	-0.0034
Si	-0.0008	-0.0027	-0.0036
Si	0.001	0.0026	-0.0011
Si	0.0011	0.0023	-0.0018
Si	0.0002	0.0019	-0.0023
Si	0.0035	0.0011	-0.0036
Si	-0.0002	-0.0016	-0.0036
Si	0.0011	-0.0004	-0.002
Si	-0.0008	-0.0007	-0.0016
Si	-0.0019	0.0016	0.0007
Si	0.0022	0.0008	-0.001
Si	0.0013	0.0013	0.001
Si	0.001	-0.0013	-0.0014
Si	-0.0017	0.0006	0.0002
Si	0.0005	0.0046	0.001
Si	0.0018	0.0024	-0.0025
Si	-0.0004	0.0009	-0.0014
Si	-0.0004	-0.0009	-0.0021
Si	0.002	0.0008	-0.0036
Si	0.0062	0.0012	-0.0028
Si	-0.0003	-0.0005	-0.0025
Si	-0.0011	-0.0005	-0.0027
Si	0.0002	-0.0012	-0.0026
Si	-0.0005	-0.0009	-0.0036
Si	0.0003	0.0039	-0.0037
Si	-0.0001	0.0012	-0.0014
Si	-0.0003	0.0014	-0.0029
Si	-0.0006	-0.0001	-0.0033
Si	0.0005	0.0018	-0.0045
Si	-0.0004	0.0004	-0.0031
Si	0.0013	0.0028	-0.0031
Si	0.0019	0.0011	-0.0024
Si	-0.0006	0.002	-0.0025
Si	-0.0008	0.0015	-0.0036
Si	-0.0001	-0.0007	-0.0016
Si	0	0	-0.002
Si	0.0006	0.0019	-0.0021
Si	0.0005	0.002	-0.0024
Si	0	0.0008	-0.0035
Si	0.0022	-0.0006	-0.0033
Si	0.0005	0.0012	-0.0025
Si	0	0.0016	-0.0034
Si	0.0027	-0.0009	-0.0033
Si	0.0002	0.0049	-0.0032
Si	0.004	-0.0021	-0.003
Si	0.0006	-0.0015	-0.0033
Si	-0.0013	0.0007	-0.005
Si	-0.0012	0.0036	-0.002
Si	-0.0016	0.005	-0.0037
Si	0.0039	-0.0009	0
Si	0.0014	-0.0011	-0.0004
Si	0.0009	0.0028	-0.0023
Si	-0.0017	-0.0023	-0.0002
Si	-0.0019	0.0002	-0.0037
Si	0.0019	0.0008	0.0011
Si	0.0004	-0.0013	-0.0026
Si	0.0013	0.0023	0.0004
Si	-0.0017	-0.0019	-0.001
Si	-0.0007	-0.0011	-0.0035
Si	0.003	0.0005	-0.0024
Si	0.0061	0.0052	-0.0009
Si	-0.0007	-0.0014	-0.0045
Si	0.0024	0.0023	-0.0043
Si	0.0069	0.0041	0.0035
Si	-0.0064	0.0023	0.0073
Si	-0.0105	-0.0016	0.0185
Si	-0.0003	-0.008	0.0095
Si	-0.0012	0.0059	0.0073
Si	0.0024	-0.0028	0.0083
Si	0.0022	0.0006	0.0094
Si	-0.0017	0.0138	0.0176
Si	0.0059	0.002	-0.0257
Si	-0.0041	0.0063	-0.0442
Si	0.0137	-0.0111	-0.0423
Si	-0.0023	-0.0021	-0.0336
Si	0.0024	0.0063	-0.0254
Si	0.0031	0.0098	-0.0274
Si	-0.015	-0.0081	-0.0586
Si	0.0172	-0.0309	-0.0461
Si	-0.0125	-0.0017	0.0841
Si	-0.0043	-0.0066	0.0379
Si	0.0157	0.0015	0.0635
Si	0.0064	0.0048	-0.0488
Si	-0.0041	0.0035	0.0073
Si	-0.0171	0.0027	0.0285
Si	-0.0228	0.0042	-0.0424
Si	0.0063	-0.0086	0.0845
Si	0.0065	0.0231	-0.033
Si	0.007	-0.0024	-0.0216
Si	-0.0002	-0.0003	0.0658
Si	-0.0039	0.0083	0.0553
Si	-0.0047	0.004	0.0568
Si	-0.0026	0.0003	-0.0073
Si	0.0053	-0.0054	-0.0187
Si	-0.0108	-0.0139	-0.0467
Si	0.0255	-0.0038	-0.131
Si	-0.0047	-0.0089	0.0776
Si	-0.0055	-0.0032	0.08
Si	-0.0145	0.0044	0.0506
Si	-0.0066	-0.0058	0.0024
Si	0.0006	-0.0195	-0.0588
Si	-0.0076	0.0011	-0.0296
Si	-0.0092	0.0022	-0.0499
Si	0.036	-0.0223	-0.1227
Si	0.0008	0.0133	0.0517
Si	-0.0079	-0.0035	0.0656
Si	-0.0132	-0.0072	0.0717
Si	0.0061	0.0028	0.0858
Si	-0.004	-0.0021	0.0096
Si	-0.0039	0.0134	0.0172
Si	-0.0018	-0.0016	0.0844
Si	-0.0283	0.0109	-0.1172
Si	0.0149	-0.0078	0.054
Si	0.0012	-0.0111	-0.0046
Si	0.0077	0.0042	0.0716
Si	-0.01	0.0158	0.0237
Si	0.0064	-0.0035	-0.1363
Si	0.0186	0.0027	0.0564
Si	-0.0011	-0.0004	0.0481
Si	0.0147	0.0038	0.0548
Si	0.0049	0.0053	0.0502
Si	-0.0111	-0.0068	-0.0018
Si	-0.0009	-0.0004	0.0637
Si	0.0039	-0.0038	-0.0531
Si	-0.0092	-0.0094	0.0805
Si	0.0267	-0.0015	0.0349
Si	0.0011	0.0074	0.0759
O	-0.0344	0.049	0.0933
N	-0.002	-0.0083	0.0294
O	-0.0069	0.0038	0.049
O	0.0019	-0.0047	0.0234
O	-0.017	0.0008	-0.0292
O	-0.0101	-0.0081	0.0356
O	-0.004	-0.0107	0.0033
O	-0.0151	0.0206	0.0237
O	-0.0146	0.0131	-0.0437
O	0.0138	0.0086	0.0421
O	0.001	0.0024	0.0374
O	0.003	0.0001	0.0366
O	-0.003	-0.0063	-0.0264
O	-0.0089	0.0054	-0.0343
N	0.0053	-0.0013	-0.0104
O	-0.0093	0.0035	-0.0403
O	0.0064	-0.0092	-0.0567
O	0.0004	0.0052	-0.0138
O	0.0003	-0.0141	-0.0182
N	-0.0089	0.0057	-0.0141
O	0.0255	-0.0174	0.031
N	0.0036	-0.0013	-0.0375
O	-0.0456	0.0089	0.1263
O	-0.0147	-0.0036	-0.0308
O	-0.0136	0.003	-0.0615
O	-0.0016	0.0024	0.0688
O	0.011	0.0116	-0.0297
O	0.0012	-0.0109	-0.0352
O	0.006	0.0104	-0.0151
O	0.005	-0.0078	-0.0288
O	0.0044	0.0021	-0.0394
O	-0.001	0.0055	0.0177
O	0.0061	-0.0017	-0.0306
O	-0.0007	-0.0065	-0.0491
O	-0.0011	0.0054	0.0075
O	0.0105	-0.0054	-0.0321
O	0.0096	-0.0015	-0.0057
O	-0.0006	-0.0004	-0.0005
O	-0.006	-0.002	0.0316
O	0.0116	-0.0041	0.0009
O	-0.0121	0.0054	0.0346
O	0.0098	-0.0208	0.0236
O	-0.0015	-0.0087	-0.0291
O	0.0179	-0.0038	-0.0296
O	0.0345	0.0133	0.0561
O	0.0053	-0.0057	-0.0127
O	-0.0291	0.0264	0.0577
O	-0.0079	-0.01	-0.0326
O	-0.005	0.0114	0.026
O	-0.0003	-0.0104	-0.0212
O	0.0076	0.0097	0.0124
O	-0.0095	-0.0122	0.0047
O	-0.0116	-0.0003	-0.0242
O	0.0085	0.0111	-0.0206
O	0.0259	0.0055	-0.0509
O	-0.0206	0.0091	-0.0415
O	-0.019	0.0252	0.037
O	-0.0178	-0.0137	-0.0413
O	0.018	-0.0075	0.0372
O	0.0039	0.0038	0.0067
O	0.0301	0.0124	0.0684
O	0.0115	-0.0027	0.0118
O	-0.0009	-0.0087	0.0048
O	0.0026	-0.0176	-0.0216
O	-0.0012	-0.0019	0.0168
O	-0.0028	0.0001	-0.0329
O	0.002	0.0044	-0.0194
O	0.0114	0.0065	-0.0375
O	0.0018	-0.0095	-0.0149
O	-0.0062	-0.011	-0.017
O	0.0444	-0.0246	0.0648
O	0.0034	0.0021	-0.0021
O	0.011	0.0033	-0.007
O	0.0172	-0.0159	0.0502
O	0.0017	-0.0073	-0.0317
O	0.0022	0.0016	-0.0206
O	0.003	0.0004	0.0032
O	-0.0061	0.0165	-0.0325
O	-0.008	-0.0022	-0.0456
O	0.0115	-0.0211	-0.0339
O	-0.0011	-0.0047	-0.0245
O	0.007	-0.0058	0.0287
O	-0.0106	-0.0079	-0.0282
O	0.0016	0.0015	0.0139
O	-0.0084	0.0037	-0.007
O	0.0015	-0.0038	0.0076
O	0.0013	-0.0037	-0.0137
O	-0.0061	-0.01	-0.0432
O	-0.0018	0.0006	0.0408
O	0.0048	-0.005	-0.0169
O	0.0027	-0.0016	0.0412
O	-0.0099	-0.0075	0.0377
O	-0.0082	0.0042	0.0014
O	-0.0004	0.0074	-0.0173
O	-0.0013	0.0054	0.0337
O	0.0016	-0.0202	-0.0405
O	0.0036	-0.0026	-0.0393
O	-0.0393	0.0146	0.0668
O	-0.0318	0.0184	0.0707
O	-0.0071	-0.0189	0.0493
O	0.0047	0.0116	-0.0248
O	-0.0049	0.0039	-0.0304
O	-0.028	0.0202	0.0643
O	0.014	0.0053	-0.0035
O	0.0076	0.0017	-0.0384
O	0.0034	-0.0176	-0.0223
O	-0.0015	0.0007	-0.0332
O	0.0303	-0.0331	0.0927
O	-0.0034	0.0115	-0.0423
O	0.0017	-0.0303	0.0802

The program warned: the cutoff lies below the one the program advises for these potential files; the forces do not sum to zero within the program's tolerance; empty levels may hold ghost states of the PAW files; the exchange-correlation potential is rough where the density is thin.
